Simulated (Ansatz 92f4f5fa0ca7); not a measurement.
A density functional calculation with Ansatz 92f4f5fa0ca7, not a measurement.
Periodic cell of 226 atoms, Si132O92P2, from a study of silicon, its oxide and their interface. The atomic structure is a simulated model.
Doubt: the cutoff is far below the 930 eV that the study's wrapper takes by default for these files, so forces and energies are approximate.

Settings
functional: PBE
potential files: Ansatz PAW
basis: plane waves
wave-function cutoff: 580 eV
density cutoff ratio: 5
exchange-correlation grid ratio: 1
k mesh: 1 x 1 x 1, Gamma-centred
self-consistency stop: 5e-08 eV per atom in the density residual
occupations: fixed
spin: none
net charge: 0

Cell vectors (angstrom)
a  10.938  0  0
b  0  10.938  0
c  0  0  31.9494

Atoms and the computed forces on them: element, x, y, z (angstrom), force x, y, z (eV/angstrom)
Si  10.6343  -0.0048  24.505  -0.0065  0.027  0.1364
Si  5.1312  0.023  24.7075  -0.039  -0.0137  0.0765
Si  2.8741  2.2029  24.5182  -0.0033  -0.0063  -0.0196
Si  8.5418  2.3772  24.5965  -0.0007  0.0375  0.042
Si  10.6303  5.4206  24.2175  -0.0373  0.0119  -0.1481
Si  5.1286  5.5721  24.4333  0.0471  0.0183  -0.0842
Si  2.9393  7.894  24.4014  0.0204  0.0336  -0.0446
P  8.6668  7.5362  24.2916  -0.0388  -0.0682  -0.3783
Si  1.3233  1.1025  25.8605  0.0194  0.0099  -0.0275
Si  6.802  1.3046  25.7951  -0.0543  0.0411  -0.0152
Si  3.9359  4.0034  25.7174  0.0657  -0.0101  0.066
Si  9.6818  3.963  25.8587  0.0309  -0.0386  0.0194
Si  1.1588  6.8273  25.5778  0.0115  -0.0402  -0.0345
Si  6.8391  6.6979  25.637  0.0817  0.0149  0.0596
Si  3.9947  9.3855  25.9614  -0.025  0.0268  -0.0047
P  9.4748  9.6772  25.9826  -0.3208  -0.1385  -0.0876
Si  2.6615  -0.1712  27.2978  0.0153  0.0223  0.0187
Si  8.1733  0.0686  27.2907  0.1817  -0.19  -0.1735
Si  0.096  2.6381  27.2265  0.0212  0.0278  -0.0001
Si  5.4212  2.7343  27.1211  -0.032  -0.0166  -0.0156
Si  2.5891  5.4649  27.0511  -0.0111  -0.0338  -0.0007
Si  8.1865  5.3657  27.0927  0.0027  0.0119  -0.02
Si  -0.0687  8.2364  27.1143  -0.0363  0.054  -0.037
Si  5.5721  8.1044  27.1255  0.01  0.008  0.0242
Si  4.081  1.3267  28.5104  0.0028  -0.0284  -0.0111
Si  9.5518  1.4065  28.6027  0.1022  0.0483  0.0206
Si  1.3909  4.0888  28.5528  -0.0214  0.017  0.0151
Si  6.79  4.0843  28.5124  0.0373  0.009  0.0049
Si  4.08  6.7922  28.4372  -0.0013  0.0082  0.0118
Si  9.5267  6.7972  28.4538  -0.0141  -0.0269  0.0308
Si  1.2726  9.4841  28.6208  0.0557  -0.0083  0.0199
Si  6.8377  9.5363  28.5494  -0.0248  -0.0768  0.049
Si  -0.0308  0.0016  29.9321  0.0097  0.0167  -0.0047
Si  5.4685  -0.0102  29.8957  -0.0138  0.011  -0.0348
Si  2.7577  2.7227  29.9027  -0.0039  -0.0067  -0.0182
Si  8.1732  2.7728  29.9186  -0.0527  0.0107  -0.0011
Si  -0.0124  5.4711  29.8779  0.0014  -0.008  -0.042
Si  5.4409  5.4716  29.8744  0.0038  -0.0226  -0.0044
Si  2.7502  8.1632  29.8902  -0.0168  0.006  0.0008
Si  8.22  8.1784  29.8908  -0.017  0.0199  -0.0015
Si  1.3673  1.3673  31.2657  0.1147  0.0561  -0.0128
Si  6.8362  1.3673  31.2657  0.021  0.0003  -0.0088
Si  4.1018  4.1018  31.2657  0.1038  -0.0675  0.03
Si  9.5708  4.1018  31.2657  -0.0745  0.208  0.0581
Si  1.3673  6.8362  31.2657  0.0382  -0.1752  -0.0574
Si  6.8362  6.8362  31.2657  -0.0476  -0.0419  -0.175
Si  4.1018  9.5708  31.2657  -0.0438  -0.0749  -0.0784
Si  9.5708  9.5708  31.2657  -0.1939  -0.1972  0.168
Si  2.7345  0  0.6835  0.018  0.0744  0.0442
Si  8.2035  0  0.6835  -0.0334  0.0456  -0.0893
Si  0  2.7345  0.6835  0.0606  0.0776  0.0424
Si  5.469  2.7345  0.6835  -0.0269  0.0656  0.1162
Si  2.7345  5.469  0.6835  -0.0919  -0.0329  -0.0379
Si  8.2035  5.469  0.6835  0.0473  0.1096  0.0168
Si  0  8.2035  0.6835  0.0196  0.0828  0.1377
Si  5.469  8.2035  0.6835  0.0469  0.116  0.0974
Si  4.0948  1.3804  2.0655  0.0022  -0.0068  0.0047
Si  9.5909  1.3519  2.0458  0.0166  -0.0079  0.0044
Si  1.3512  4.1369  2.0574  -0.0083  0.0106  0.0092
Si  6.8284  4.1315  2.0462  -0.0147  0.0122  0.008
Si  4.0877  6.8485  2.0461  0.0052  -0.0076  0.0016
Si  9.565  6.8458  2.0658  0.013  -0.0103  0.0009
Si  1.3608  9.5998  2.0582  -0.0097  0.009  0.0074
Si  6.8267  9.6128  2.0497  -0.0208  0.0088  0.015
Si  0.0292  0.0354  3.4768  0.0007  -0.0086  -0.0135
Si  5.4802  0.0396  3.4561  0.0109  -0.0076  -0.0133
Si  2.714  2.7708  3.4081  0.0069  0.0041  -0.0017
Si  8.2514  2.7769  3.3472  -0.0111  -0.0004  0.0121
Si  0.0218  5.5193  3.475  0.0006  -0.0125  -0.0164
Si  5.4715  5.5241  3.429  0.0092  -0.0149  -0.0082
Si  2.7345  8.2384  3.4038  0  0.0052  0.0013
Si  8.2409  8.2904  3.3931  -0.0118  -0.0065  0.0022
Si  1.3773  1.4521  4.8502  0.0059  0.0024  0.0019
Si  6.9091  1.4696  4.7364  0.0086  0.0091  -0.009
Si  4.0619  4.1513  4.764  -0.0078  -0.0021  -0.0062
Si  9.5994  4.0775  4.7827  -0.0026  -0.0019  -0.0014
Si  1.3646  6.9681  4.8476  0.0098  0.0047  0.0027
Si  6.84  6.9846  4.7338  0.0049  0.0096  -0.0075
Si  4.0952  9.571  4.7953  -0.0048  -0.0062  -0.0036
Si  9.6219  9.5782  4.8477  0.0012  0.0044  0.0042
Si  2.7574  0.0307  6.1442  -0.0043  -0.0027  -0.0002
Si  8.2942  0.1151  6.1017  -0.0022  -0.0029  -0.0039
Si  0.0152  2.7932  6.3095  0.0006  0.0002  0.0023
Si  5.5129  2.8318  6.0783  0.0009  0.0006  -0.0005
Si  2.7514  5.5856  6.1455  0.0022  -0.0028  -0.0023
Si  8.2514  5.5901  5.9614  0.0026  0  0.0005
Si  0.0471  8.3004  6.3777  -0.0011  -0.0001  0.0029
Si  5.4989  8.2953  6.2275  0.0031  -0.0014  -0.0014
Si  4.4233  1.1744  7.335  0.0051  -0.0037  -0.0183
Si  9.8115  1.1442  7.6282  0.0004  -0.0018  -0.0215
Si  1.1775  4.4935  7.5136  -0.0016  0.0032  -0.0166
Si  6.6426  4.5349  7.2575  -0.0095  0.0003  -0.0198
Si  4.3233  6.6976  7.5459  0.0027  -0.0064  -0.0219
Si  9.7276  6.6039  7.5051  0.0041  -0.0027  -0.0203
Si  1.2815  9.9353  7.7105  -0.0013  -0.0025  -0.0193
Si  6.7215  9.9565  7.4206  -0.0048  0.0006  -0.0143
O  9.5676  1.1805  24.0279  0.0079  -0.0685  -0.0511
O  4.0378  6.7319  23.9207  0.0323  -0.0009  0.0373
O  4.0826  1.1459  24.0597  -0.0304  0.038  -0.0578
O  9.2895  6.1821  23.4611  -0.0397  0.4421  0.5129
O  -0.0274  5.5367  8.0222  -0.0021  0.0037  0.0061
O  5.5707  0.1178  7.9173  -0.0006  0.0008  0.006
O  0.0734  0.0852  8.154  0.003  -0.0013  0.0051
O  5.5313  5.6027  7.8878  0.0035  0.0019  0.0078
O  7.6018  3.954  8.4478  0.0051  -0.0014  0.0115
O  8.7192  7.0338  8.7619  -0.0039  0.0018  0.0084
O  2.1827  9.4495  9.0478  0.008  -0.0057  0.0124
O  8.8929  1.6682  8.9295  -0.0048  0.007  0.0082
O  7.6145  9.4603  8.7214  0.0068  -0.0061  0.0109
O  3.6064  1.8104  8.6068  -0.0041  0.0068  0.01
O  3.5838  7.2141  8.9516  -0.006  0.0073  0.0136
O  2.0608  3.9958  8.8275  0.0053  -0.0054  0.0103
O  8.1231  3.4027  23.3733  -0.0655  -0.0141  -0.0275
O  0.5467  4.7717  22.9467  0.016  -0.0207  0.0518
O  1.975  2.5634  23.1856  0.006  -0.0073  0.0073
O  5.7839  4.7986  23.1222  0.0145  -0.0223  -0.0467
O  5.6864  9.8666  23.6098  0.2119  -0.1062  -0.1981
O  2.4497  8.6836  23.0258  0.0216  -0.017  0.0215
O  0.144  9.9623  23.2209  -0.0005  -0.0337  -0.0364
O  7.9327  8.3949  23.0628  -0.0595  0.0215  -0.0104
Si  8.6606  7.6234  18.4688  0.0068  -0.0026  0.0183
Si  8.7871  6.3217  13.6592  0.0006  -0.0025  0.0105
Si  3.7961  1.4907  14.7554  0.0023  -0.003  0.0099
Si  2.1374  5.6819  17.6592  -0.0058  -0.001  0.0122
Si  2.4339  3.0492  19.4705  -0.0091  0.0037  0.0043
Si  9.811  8.9919  12.0976  0.0011  -0.0009  0.0055
Si  1.2712  9.3765  22.1398  -0.0032  -0.0139  -0.0281
Si  9.1769  0.9216  13.2184  0.0023  -0.0012  0.0134
Si  1.4253  5.0154  13.0492  -0.0008  -0.002  0.0113
Si  1.7937  8.2174  12.8312  0.0018  0.001  0.01
Si  6.7593  9.4141  22.4773  -0.0447  0.0221  0.1564
Si  4.5238  4.5522  15.73  -0.0019  -0.0013  0.0136
Si  8.2073  3.005  9.597  0.0021  -0.0018  -0.005
Si  0.8341  8.1634  19.32  -0.0029  -0.0061  0.0084
Si  6.9697  1.2329  21.1156  0.001  0.0024  0.0108
Si  8.2223  8.2945  9.6848  -0.002  0.0028  -0.0046
Si  10.8947  5.1743  15.6331  0.0015  -0.0022  0.0158
Si  7.5817  9.4392  16.3461  0.0036  -0.0004  0.0091
Si  9.9257  1.9752  20.2859  0.0148  0.007  0.0267
Si  3.2148  8.4975  9.9285  -0.0018  -0.002  -0.0054
Si  6.7028  3.2756  17.4089  -0.0002  -0.0066  0.0077
Si  1.145  0.1325  19.8155  0.0011  -0.001  0.0061
Si  3.237  2.7739  12.3168  -0.0018  -0.0008  0.0089
Si  7.2104  5.3096  19.6985  0.0172  -0.0099  0.0373
Si  5.7481  8.6372  11.5677  -0.0001  -0.0002  0.0051
Si  5.7865  6.0379  13.2285  -0.0003  -0.0003  0.0114
Si  4.639  9.6279  17.6577  -0.0032  0.0018  0.001
Si  1.0806  3.4424  22.1521  -0.0216  -0.0025  0.0124
Si  4.9262  1.3997  18.8095  0.0048  -0.0025  0.0171
Si  3.1906  3.0663  9.5353  -0.0043  -0.0009  -0.0049
Si  6.4604  10.779  13.8213  0.0002  -0.0019  0.0129
Si  10.3566  0.0655  15.9917  -0.0003  0.0015  0.0131
Si  5.6588  3.629  11.1735  -0.0012  0.0012  0.0068
Si  9.8411  3.8596  11.9328  0.0008  -0.0001  0.0062
Si  2.3506  9.8671  15.5722  -0.0016  -0.0017  0.0125
Si  6.0839  8.0414  19.8436  0.0084  -0.0105  0.0174
Si  6.908  3.8708  22.3912  0.0335  0.0063  0.0306
Si  9.7601  2.733  17.3697  0.003  -0.0005  0.0112
O  7.1967  6.3416  14.0046  0.0002  -0.0009  -0.0066
O  1.8737  6.9663  18.7453  0.0047  -0.0084  -0.0106
O  10.296  4.0045  16.5507  -0.0001  0.0029  -0.0088
O  6.1715  9.87  17.0855  0.0037  -0.0044  -0.0041
O  10.1538  0.6421  14.4849  -0.0011  -0.0016  -0.0091
O  8.4439  6.0407  18.8833  -0.0074  0  -0.0037
O  5.1795  0.6456  14.461  -0.0004  -0.0011  -0.0055
O  5.7526  1.9622  17.5291  0.0058  0.0068  -0.0008
O  8.3479  1.8652  20.5724  0.0039  -0.0046  0.0001
O  1.9922  4.2086  18.3914  0.0094  -0.0053  -0.0004
O  6.9596  2.7788  10.6487  -0.0021  -0.0008  -0.0021
O  4.8725  2.6698  12.2333  0.0014  -0.001  -0.0039
O  6.0264  4.3257  16.3593  -0.0014  -0.0026  -0.0067
O  4.5559  3.9038  9.9638  0.0018  -0.0005  -0.0009
O  10.7278  2.6389  21.5466  0.0004  -0.0177  -0.0191
O  9.7305  6.133  14.9936  -0.0018  -0.0006  -0.0065
O  6.0022  6.4057  19.846  -0.0072  0.014  -0.0092
O  4.0904  0.1004  18.2939  0.0013  -0.0015  0.0005
O  9.253  10.5141  12.2893  0.0005  -0.0015  -0.0052
O  2.856  4.3145  12.736  -0.0001  -0.0011  -0.0049
O  1.8096  10.6754  21.2762  -0.0115  -0.0019  -0.0019
O  4.014  2.6422  19.3659  0.0006  -0.0054  -0.0057
O  0.7379  9.9916  15.9942  0.0015  -0.0028  -0.004
O  1.3034  9.7077  18.886  0.0022  0.0041  -0.0077
O  1.7221  1.571  19.2747  0.0032  -0.0036  -0.0039
O  8.9498  10.3377  16.5303  0.0001  -0.0015  -0.0074
O  4.8737  8.5332  18.8569  0.0019  -0.0064  0.0069
O  9.5715  8.7187  10.5041  0.0025  -0.001  0.0013
O  6.7495  4.0072  18.8586  -0.0035  -0.0063  -0.0077
O  2.8493  1.6707  13.4231  0.0009  0  -0.0053
O  5.8837  8.642  21.3417  0.0028  -0.0098  0.0056
O  2.5403  2.4209  10.8914  0  -0.001  0.0014
O  7.5823  4.7455  21.1838  -0.0247  -0.0072  -0.0498
O  5.2136  7.4437  12.5786  0.0001  -0.0001  -0.0026
O  0.4268  9.0279  12.5262  -0.0008  -0.0009  -0.0044
O  7.5879  1.0192  13.6075  0.0003  -0.0017  -0.0049
O  7.1215  9.5937  14.7753  -0.0035  -0.0004  -0.0035
O  8.9799  4.9866  12.7351  -0.0001  -0.0006  -0.0042
O  8.1103  7.9762  16.9375  -0.0018  -0.0004  -0.0039
O  6.2188  2.4436  21.9357  0.004  0.0178  0.0166
O  2.4598  9.0207  14.1311  0.0003  -0.0031  -0.009
O  0.4253  4.4479  11.8904  0.0001  -0.0006  -0.0028
O  0.7653  8.2638  20.9945  0.0052  0.0048  -0.0015
O  9.383  3.8057  10.3777  -0.0001  -0.0002  -0.0005
O  9.6604  2.344  12.5567  0.0004  -0.0012  -0.004
O  7.6225  8.4868  19.421  -0.0095  0.001  -0.0008
O  2.5445  8.1466  11.3784  -0.0022  -0.0031  0.0028
O  3.9687  3.0113  15.3993  0.001  -0.0039  -0.0074
O  0.8403  4.4585  14.4654  -0.0007  -0.0007  -0.006
O  10.0372  2.9444  18.9675  -0.0007  -0.0072  -0.0091
O  9.1401  7.7634  12.9618  0.0009  -0.0005  -0.0052
O  10.4816  0.4536  20.0137  0.0037  -0.0027  -0.0018
O  6.0331  5.0076  11.9637  -0.0005  -0.0026  -0.0054
O  8.1655  2.6947  16.9986  -0.0029  0.0001  -0.0032
O  3.5402  5.4322  16.7593  -0.0007  -0.0021  -0.0034
O  4.6644  9.1104  10.4162  0.002  0.0002  -0.0005
O  1.5381  6.6366  13.1915  0.0001  -0.0011  -0.0056
O  4.7603  5.4529  14.3721  0.0027  -0.0003  -0.0082
O  2.0811  3.7566  20.9013  0.015  -0.0125  -0.0253
O  10.5617  1.3711  16.953  0.0007  -0.0024  -0.0076
O  0.9547  6.0351  16.5856  0.0035  -0.0058  -0.0036
O  7.3962  10.8181  21.9279  -0.0258  -0.0477  0.0424
O  5.9446  0.8128  19.9358  -0.0069  0.0016  -0.0174
O  6.0758  9.9896  12.4361  0.0004  -0.0022  -0.0049
O  2.856  0.489  15.6234  0.0012  -0.0005  -0.0049
O  7.0489  7.9865  10.7899  -0.0017  -0.0024  0.001
O  10.2448  7.9418  18.7271  -0.005  -0.0045  -0.0032
O  3.449  9.1302  16.6059  0.0023  -0.0015  -0.0063

Results
free energy: -137746.298 eV
free energy less fixed offsets of O -568.88, P -755.39, Si -635.61 eV per atom: 1.962 eV

The program warned: the cutoff lies below the one the program advises for these potential files; the exchange-correlation potential is rough where the density is thin.
